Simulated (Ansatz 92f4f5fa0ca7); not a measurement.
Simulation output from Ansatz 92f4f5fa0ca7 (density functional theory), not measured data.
Periodic cell of 234 atoms, Si134O100, from a study of silicon, its oxide and their interface. The atomic structure is a simulated model.

Settings: functional PBE; potential files Ansatz PAW; basis plane waves; wave-function cutoff 700 eV; density cutoff ratio 5; exchange-correlation grid ratio 2; k mesh 2 x 2 x 1, shifted by 0.5 0.5 0.5 of a step; self-consistency stop 5e-08 eV per atom in the density residual; occupations Fermi-Dirac, 0.05 eV; spin none; net charge 0.

Cell vectors (angstrom)
a, 11.4607, -0.1895, 0.0721
b, -0.2701, 15.5964, -0.0131
c, -1.1195, 7.2338, 22.3356

Atoms and the computed forces on them: element, x, y, z (angstrom), force x, y, z (eV/angstrom)
Si, 1.565, -1.1503, -0.3096, -0.6176, -0.7915, 2.0513
Si, 1.0101, 1.9196, 0.1576, -0.5542, -1.4164, 1.5354
Si, 1.22, 6.5313, 0.2761, -1.903, 1.7349, 3.5109
Si, 1.0245, 9.7366, 0.0152, -2.0939, 0.8123, -0.4365
Si, 5.2752, -1.6512, -0.1387, -0.4457, 1.3811, 1.7084
Si, 4.904, 1.5213, -0.3583, 0.1405, 1.0739, 0.6409
Si, 4.6343, 6.3755, 0.0239, 0.0805, 0.7076, -2.1531
Si, 4.9558, 9.524, -0.1932, 0.2647, -1.852, 2.2312
Si, 9.0414, -2.3102, -0.067, 0.8187, 0.1129, -0.8826
Si, 8.697, 2.4737, 0.0325, 0.3902, 1.082, 2.1653
Si, 8.6405, 5.6478, 0.2285, 0.5251, -0.0716, 1.2906
Si, 8.7035, 10.1431, 0.2, 1.8888, -2.4536, -0.7437
Si, 3.3225, -1.7333, 1.3007, -0.1734, 1.0916, -1.8791
Si, 3.0784, 2.2284, 1.1662, 0.5749, -0.4883, -0.2712
Si, 3.052, 6.1101, 1.555, -0.4013, -0.0017, 1.1475
Si, 3.0569, 10.1168, 1.0946, 0.3647, 0.0259, 0.2723
Si, 7.1721, -1.9076, 1.2593, -0.7574, 1.2381, -0.0168
Si, 6.7074, 2.0386, 1.2017, -0.1252, -0.503, -0.2303
Si, 6.5647, 6.0346, 1.2872, 0.6808, 0.029, -0.1064
Si, 6.8121, 9.6585, 1.3384, -1.1862, 0.4314, -0.0023
Si, 10.9438, -1.8893, 1.221, 0.8074, -0.8295, -0.502
Si, 10.5467, 1.9025, 1.5633, 0.4253, -0.9014, 0.0498
Si, 10.6474, 5.9625, 1.4598, 0.0725, 0.2066, 0.0763
Si, 10.5911, 9.8802, 1.6069, 0.3173, -0.6814, -1.169
Si, 3.1493, 0.2321, 2.5903, -0.1303, 0.4398, -0.2501
Si, 3.0966, 4.0706, 2.7204, -0.1332, -0.0511, -0.5477
Si, 3.0782, 8.1604, 2.7093, -0.8811, 0.2669, -0.2306
Si, 2.9769, 12.031, 2.5585, 0.1673, -1.5029, 0.3874
Si, 7.0054, 0.1149, 2.6597, -0.4107, -0.182, -1.1712
Si, 6.7371, 4.0644, 2.605, -0.34, -0.4832, -0.327
Si, 6.8111, 7.8696, 2.7727, -0.408, 0.0433, 0.2716
Si, 6.7879, 11.7609, 2.6039, 0.6084, -0.553, -0.535
Si, 10.7246, -0.2072, 2.7926, -0.0517, 1.4214, -0.4604
Si, 10.6802, 3.9765, 2.7483, -0.5688, -0.0794, 0.0974
Si, 10.6456, 7.8801, 2.8818, 0.3797, -0.1334, -0.9162
Si, 10.7016, 11.7911, 2.7132, -0.7164, 1.3894, 0.1351
Si, 1.2209, 0.2858, 3.9712, 0.146, -0.2162, 0.5881
Si, 1.1558, 4.1555, 4.0058, -0.5885, -0.1361, 0.4333
Si, 1.1036, 8.0917, 4.1042, 0.7698, -0.2395, -0.194
Si, 1.0927, 11.9365, 3.95, 0.3649, 0.2308, 0.073
Si, 5.041, 0.1218, 3.9444, 0.0986, 0.3651, 0.6245
Si, 4.9324, 4.0366, 4.1048, 0.6782, -0.055, 0.3473
Si, 4.8614, 8.0984, 4.1665, 0.727, -1.7806, -0.6977
Si, 4.926, 11.8775, 3.9271, -0.5541, -0.0775, 0.8903
Si, 8.8195, 0.0745, 4.0438, 0.1763, -0.5819, 1.2555
Si, 8.6308, 4.0056, 4.0054, 0.8468, -0.4673, 0.6637
Si, 8.7463, 7.8444, 4.0966, -0.5878, -0.0577, 0.9695
Si, 8.7014, 11.7863, 3.9995, -0.029, -0.2689, 0.3024
Si, 1.3643, -1.7442, 5.2858, 0.6627, 0.5011, -0.142
Si, 1.0535, 2.2676, 5.4308, 0.1972, -0.5126, -0.9391
Si, 1.1986, 6.0811, 5.4088, -0.6411, 0.4673, 0.0864
Si, 1.11, 10.073, 5.3211, 0.711, -0.1119, -0.0047
Si, 5.1332, -1.7777, 5.3755, -0.2827, -0.1791, -0.8003
Si, 4.9591, 2.0394, 5.401, 0.0206, -0.2358, 0.036
Si, 5.0086, 6.0021, 5.4557, -0.9203, 0.6147, -0.6312
Si, 4.9171, 9.9232, 5.4253, 0.6642, 1.4019, 0.3158
Si, 8.8384, -1.9388, 5.4209, 0.1153, 0.4145, -0.8656
Si, 8.7281, 1.9971, 5.4566, 0.4882, 0.4117, -0.9457
Si, 8.7298, 5.8926, 5.459, -0.2709, 0.4136, -0.02
Si, 8.7729, 9.8191, 5.458, -0.1142, 0.1398, -0.761
Si, 2.9938, 13.88, 6.7412, -0.6713, 0.1469, 0.0306
Si, 2.9685, 2.2163, 6.7127, 0.3861, -0.1979, -0.3931
Si, 3.0844, 6.1231, 6.7827, 0.4649, -0.927, 0.2284
Si, 3.0148, 10.154, 6.7151, -0.6011, -0.1384, 0.7972
Si, 6.6823, 13.6319, 6.7603, 0.2656, 1.3791, -1.2942
Si, 6.8812, 1.8669, 6.8203, -0.213, -0.4537, 0.0163
Si, 6.8053, 5.9249, 6.8767, 1.0422, 0.0582, 0.4796
Si, 6.8738, 9.7226, 6.8019, -0.2805, 0.5924, -0.6096
Si, 10.6064, 13.6857, 6.5388, -0.7428, -0.6214, 0.5753
Si, 10.6288, 2.0139, 6.8668, -0.5939, 0.547, 0.3396
Si, 10.6297, 6.0742, 6.8587, 0.3204, -0.1114, -0.5072
Si, 10.7561, 9.9111, 6.7507, -0.229, -0.5043, 0.1565
Si, 2.9141, 0.2954, 7.9759, 0.489, -0.3627, 0.6052
Si, 3.0206, 4.0548, 8.1367, 0.5651, 0.5733, 0.2048
Si, 3.0912, 8.1215, 7.9731, 0.2742, 0.9489, 0.5811
Si, 3.0569, 12.071, 8.2958, 1.0088, -0.4136, -0.494
Si, 6.9968, -0.2093, 8.2324, -0.8596, 1.234, 0.7679
Si, 6.7993, 3.8354, 8.0529, 0.2638, 0.0926, 0.194
Si, 7.035, 7.918, 8.2853, -0.623, 0.1219, 0.6633
Si, 6.8019, 11.7943, 7.8891, 0.3978, -2.4371, 1.5436
Si, 10.4889, -0.1315, 7.9623, 0.9181, 0.0902, -0.6483
Si, 10.5202, 4.1774, 8.1787, 0.0752, -0.6753, -0.0241
Si, 10.8087, 8.0635, 8.2298, -0.2309, 0.1244, -0.0587
Si, 10.7363, 11.7842, 8.0511, 0.7148, 1.0547, -0.2145
Si, 0.911, -0.107, 9.2412, -0.5208, 1.8624, -0.4437
Si, 1.0707, 4.5406, 9.2719, 0.2861, 0.4636, 1.0363
Si, 1.2814, 7.7887, 9.4398, 1.0366, -0.9186, 0.8444
Si, 1.1334, 12.4923, 9.4463, -1.4534, 0.7826, 1.8207
Si, 4.8948, 0.3194, 9.3105, -0.8466, -0.2514, 0.3928
Si, 4.9804, 3.4247, 9.4311, 0.207, 1.5338, 2.2018
Si, 4.9888, 8.5285, 9.4134, -0.169, -1.351, 0.2478
Si, 5.1518, 11.6648, 9.5153, -0.0446, -1.2215, -0.0142
Si, 8.6315, 14.8271, 9.5274, 0.1062, -2.5719, 1.0028
Si, 8.6161, 3.7103, 9.5543, 0.5195, -0.9692, -0.7115
Si, 8.9794, 8.5505, 9.6368, -0.3826, 0.872, -0.4551
Si, 8.7834, 11.6081, 9.181, -0.7365, 2.6026, 0.7221
Si, 0.5173, 13.4484, 17.5568, 0.0461, -0.8354, 0.6527
Si, 7.8835, 14.2598, 15.2055, 2.5902, -0.6862, -1.6086
Si, 5.1127, 13.5315, 15.6848, 0.1103, -0.0872, 4.3587
Si, 6.5942, 4.5382, 11.8425, 1.7161, 0.1742, 2.4774
Si, 5.3829, 11.8546, 18.0395, 2.1354, 3.1365, -2.5874
Si, 5.689, 15.6483, 14.0439, 2.8913, 2.1265, -3.5692
Si, 9.7686, 15.5301, 17.461, -1.6129, -4.3655, -0.6433
Si, 5.3723, 9.3527, 16.4951, -0.5082, 3.6037, 0.1688
Si, 7.4548, 5.8093, 17.1498, 3.084, -2.0582, -0.6231
Si, -0.8663, 10.7252, 16.5076, 1.2585, -0.6636, -0.6157
Si, 11.2571, 3.8342, 11.7407, -1.0233, -1.4876, 3.7326
Si, 4.7964, 13.8255, 11.5223, 2.6237, -0.987, 2.8506
Si, 1.0534, 8.4534, 12.4204, 1.073, 2.3664, 3.3321
Si, 7.9721, 24.1047, 16.3986, 2.5412, -0.9186, 0.6606
Si, 12.5706, 14.4368, 15.1335, -1.2474, 3.511, -3.0743
Si, 0.6015, 11.4561, 12.4015, 2.6321, 0.5454, 1.512
Si, 3.0002, 12.9654, 13.702, -0.305, -2.768, 1.0292
Si, 11.9569, 4.4754, 14.7229, -0.9772, 0.9012, 1.7217
Si, 5.2159, 3.9746, 17.2643, -0.2963, 1.5443, -6.3895
Si, 12.094, 1.6816, 16.2816, 0.6498, 0.1223, -2.5599
Si, 4.826, 6.9217, 12.0363, 1.3935, -1.5124, 4.4541
Si, 10.2153, 1.3026, 10.8816, 0.3221, -2.0438, -2.4686
Si, 7.8655, 11.4341, 20.0651, 1.4213, 3.6864, -3.6942
Si, 5.4836, 3.1207, 14.2769, 1.0397, 1.4059, 1.963
Si, 3.7768, 8.1679, 14.1821, -2.0597, 2.1291, 4.6778
Si, 9.9664, 6.649, 12.0197, 4.4275, -2.3357, -1.6884
Si, 12.8863, 12.5352, 20.3674, 1.7993, 1.3636, -1.2173
Si, 3.3418, 5.4825, 14.0723, 4.5686, -3.6856, 0.1826
Si, 0.7516, 8.8874, 18.0282, 0.6968, -2.7219, 0.336
Si, 4.4251, 3.2818, 19.9896, -0.4907, 0.9874, 0.0623
Si, 10.7593, 10.5046, 20.0654, 0.6736, -3.1109, -1.036
Si, 9.0172, 4.5219, 19.4171, -0.1631, 2.1676, 1.101
Si, 10.2871, 12.5547, 14.2526, 0.1138, 4.7648, -1.5609
Si, 9.3082, 17.0494, 20.1672, -0.8274, -0.7939, -4.0266
Si, -2.1563, 6.3744, 14.7136, 1.6707, 1.0363, 7.7218
Si, 13.6788, 18.951, 18.0266, -8.0627, -1.4426, -1.7199
Si, 3.748, 9.6456, 18.8848, 0.1773, 0.326, -0.5766
Si, 0.4042, 5.7825, 18.9509, 2.6715, -0.8327, -0.2486
O, 1.1919, 0.409, -0.5526, 0.0342, 1.6046, 0.166
O, 0.8197, 5.5685, 20.5605, 0.4667, -0.6739, -1.0746
O, 0.9861, 8.1832, 0.3807, 0.542, -1.7672, -0.1087
O, 12.1973, 11.126, 20.1146, 2.2546, 0.5056, 0.3075
O, 10.735, 16.9207, 20.8293, 2.6609, 0.046, 1.5474
O, 3.5391, 4.1371, 17.0586, 4.9918, 1.2792, -2.2137
O, 10.3162, 5.4047, 19.0261, -1.372, -0.3415, -0.2908
O, 10.8159, 12.2367, 12.742, -0.3993, -0.0194, 0.1977
O, 5.5773, -2.593, -1.407, 0.0526, -1.0524, -1.4894
O, 4.7927, 8.7928, 17.903, -0.2177, -0.2324, 1.38
O, 4.9361, -0.0723, -0.6683, 0.3959, -1.4194, -0.0113
O, 14.4046, 12.5296, 21.0929, -0.9106, -0.0149, 0.2692
O, 4.757, 7.9217, -0.6781, -0.073, 0.1854, 0.6178
O, 5.5317, 10.3708, -1.4137, 0.616, 0.7478, -1.768
O, 5.909, 5.4666, 17.0808, -1.4391, 0.3559, 0.492
O, 11.7787, 3.1027, 15.5042, 0.1555, -1.4722, 1.1451
O, 9.4443, -1.8242, -1.6394, -0.2879, -1.0138, 0.4049
O, 8.8571, 13.2306, 14.2451, -2.6616, 0.9895, 0.4789
O, 9.2996, 2.1739, 9.7785, -0.5178, -0.0228, -0.4171
O, -0.2411, 11.9702, 17.4311, -0.1566, -0.9039, -0.7894
O, 8.7976, 5.5479, -1.3747, 0.1925, 0.3559, -0.5047
O, -2.2969, 9.983, 16.8331, -0.7055, 0.4647, 0.2587
O, 9.2767, 9.2941, -1.229, -2.4273, 0.3794, 2.5885
O, 7.295, 15.6211, 14.5564, -1.0853, 0.3588, -1.3303
O, 3.7011, 13.008, 12.3097, 0.1693, -0.3143, -1.526
O, 1.0335, 3.6936, 10.7491, 0.9237, 0.3348, -2.2068
O, 1.2692, 6.1362, 9.7943, -0.1294, 0.3798, -0.669
O, 1.6361, 8.4538, 10.9644, 0.6603, -0.2507, -3.1831
O, 10.8048, 5.5603, 15.2241, -0.2928, -0.0428, -0.4835
O, 5.6988, 14.6552, 12.6479, -0.2791, 0.8305, 0.9255
O, 1.0535, 11.6559, 10.8828, 0.5849, 0.3599, -1.8367
O, 0.304, 0.9768, 10.3468, -0.6314, 0.7877, 0.452
O, 12.4302, 16.0921, 15.2552, -0.0426, -0.0155, 0.5759
O, 5.2087, 17.2192, 13.8189, -0.2933, -3.8124, -0.6653
O, 4.8395, 8.2505, 13.081, 2.6296, -0.4807, -4.085
O, 5.1326, 10.0351, 10.1021, -0.367, 0.5127, -0.5139
O, 4.6572, 7.2831, 10.5764, -0.3602, 2.531, -4.6306
O, 5.6213, 12.6268, 10.7606, 0.0824, 0.2212, -0.3326
O, -0.6529, 14.5042, 17.7618, 0.0342, 0.7462, 0.1149
O, 9.0969, 15.4709, 10.9729, -0.087, 1.2444, 0.4659
O, 10.3517, 5.0786, 11.2969, -0.8518, 2.5809, -0.0016
O, 12.4705, 20.0925, 18.1147, -0.3911, 0.0157, 0.7636
O, 9.2486, 7.608, 10.9818, -0.381, 0.4986, 0.0398
O, 8.7913, 10.2249, 10.0881, 0.1283, -1.9715, -0.025
O, 0.2732, 9.9165, 12.6057, -0.2126, -2.0757, 0.2716
O, -1.0133, 11.4632, 15.0155, 0.54, -3.44, 2.7796
O, 2.6255, 18.7472, 19.3781, 2.2036, -1.0448, 3.7168
O, 4.4646, -0.7416, 10.5716, -0.9105, 2.9518, -3.1598
O, 8.0892, 4.592, 18.1469, -1.7196, 1.2041, -1.5977
O, 3.8808, 9.4213, 20.4696, -0.0101, -0.6641, 1.0929
O, 11.8371, 4.1231, 13.2248, -0.8911, -0.5343, -3.4208
O, 5.6102, 11.0392, 16.6665, 0.2786, -2.4926, -0.329
O, 2.2545, 14.3229, 13.9284, -1.2624, 2.1534, 0.7317
O, 8.7486, 13.1306, 10.0656, -0.2837, 0.3595, -1.6175
O, 10.3513, 2.3857, 11.981, 1.1327, 2.5868, 2.0364
O, 4.9688, 1.8735, 9.9443, 0.0591, -1.1164, -0.2421
O, 1.9301, 11.755, 13.5105, -2.1029, -0.523, -0.8838
O, 0.9062, 14.1336, 10.0274, 0.6291, -3.1092, -0.3044
O, 8.7523, 2.8418, -1.5806, -0.8347, -3.3064, 1.314
O, 8.6618, 14.7355, 16.4979, 1.303, 0.922, 1.602
O, 10.4124, 16.7772, 16.8397, 1.0311, 2.2945, -1.4993
O, 4.9358, 13.375, 17.4462, 0.4131, -0.657, -1.5809
O, 9.5433, 11.3522, 19.5726, -3.5386, 1.2214, 0.1972
O, 1.5541, 13.3898, 18.8024, 0.0769, -0.0802, 0.8213
O, 0.2579, 2.9501, -0.8204, -0.6321, 0.6579, -0.7704
O, 6.7031, 13.2678, 15.5344, -1.4794, -1.1212, -0.1426
O, 3.9502, 6.6968, 14.869, 0.9696, 1.5824, 2.1971
O, 6.2698, 6.1127, 12.2228, 0.3585, 0.5607, 0.1918
O, 11.0644, 13.9827, 14.7329, 0.6729, -1.4907, -0.1631
O, 0.2436, 9.3821, 16.5683, -0.7454, 1.6994, -0.6313
O, 4.2312, 9.3147, 15.4129, -2.071, -2.1432, -3.0707
O, 4.8482, 15.0974, 15.214, -2.087, -1.7979, 2.4407
O, 6.7634, 8.8263, 15.9372, 0.147, -0.2873, -0.5389
O, 4.1897, 11.22, 18.7872, -2.3533, -1.1954, 1.7101
O, 8.7633, 4.0659, 0.713, -0.2052, -1.4517, -0.6204
O, 1.517, 13.8807, 16.3523, 0.9114, -1.6506, 2.4143
O, 7.9604, 4.2034, 10.9589, -0.6244, 0.7232, 1.029
O, 4.1318, 3.9492, 14.2168, -1.488, 2.0298, -0.6521
O, 8.0317, 7.2789, 17.5353, -0.592, 0.6298, 0.4666
O, 0.8188, 7.198, 18.3458, 0.3336, 2.5895, -0.9423
O, 5.338, 4.1862, 11.0239, -3.4964, -2.0228, -4.5192
O, 6.6359, 3.6826, 13.2737, 0.8408, 1.4092, -1.0663
O, 9.2, 6.2639, 13.298, -2.8717, -0.5953, -3.5861
O, -0.3897, 9.3523, 19.0306, -1.575, 1.4589, 1.6937
O, 6.8222, 11.7874, 18.8386, 0.5566, -0.5523, 0.696
O, 5.848, 3.164, 15.9374, -0.487, 0.0623, 0.7432
O, 2.237, 9.4587, 18.3574, -0.009, -0.1854, -0.0705
O, 2.2521, 8.4209, 13.6416, -0.9895, -0.0852, -1.1357
O, 2.0085, 5.221, 14.6843, -4.8808, -0.3934, 2.4025
O, 9.0972, 16.003, 18.7778, -0.8243, 2.312, 4.3524
O, 11.4962, 7.0616, 12.6751, -2.4309, -0.6024, -0.7875
O, 3.5852, 5.9647, 12.6103, 0.2784, 0.8706, -3.8462
O, 4.088, 12.6068, 14.8922, -0.8409, -0.327, -0.8603
O, 8.4768, 11.6551, -0.2315, -0.0861, 1.5911, -0.643
O, 1.4154, 6.3656, -1.246, 0.7282, -0.8766, -3.1778
O, 8.9264, 23.4082, 15.2935, 0.163, -1.1158, -1.103
O, 12.9181, 17.5158, 17.3918, 1.8461, 1.9847, 1.6742
O, 5.4549, 3.4554, 18.6855, -0.0059, -1.965, 4.644
O, -3.288, 5.6126, 15.5909, -0.7453, 0.208, 0.2116
O, 9.3685, 3.0263, 19.746, 0.4152, -1.7218, 0.4973

Results
free energy: -142052.689 eV
free energy less fixed offsets of O -569.03, Si -635.61 eV per atom: 22.051 eV

The program warned: the cutoff lies below the one the program advises for these potential files.
